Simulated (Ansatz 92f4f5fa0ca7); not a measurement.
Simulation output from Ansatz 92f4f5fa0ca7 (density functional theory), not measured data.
Periodic cell of 262 atoms, Si166O96, from a study of silicon, its oxide and their interface. The atomic structure is a simulated model.
Doubt: the cutoff is far below the 930 eV that the study's wrapper takes by default for these files, so forces and energies are approximate.
This geometry differs little from another in the collection (a relaxation step or a small displacement).

Settings: functional PBE; potential files Ansatz PAW; basis plane waves; wave-function cutoff 580 eV; density cutoff ratio 5; exchange-correlation grid ratio 1; k mesh 1 x 1 x 1, Gamma-centred; self-consistency stop 5e-08 eV per atom in the density residual; occupations fixed; spin none; net charge 0.

Cell vectors (angstrom)
a, 10.938, 0, 0
b, 0, 10.938, 0
c, 0, 0, 38.2191

Atoms: element, x, y, z (angstrom)
Si, 0, 0, 0.683
Si, 5.469, 0, 0.683
Si, 2.7345, 2.7345, 0.683
Si, 8.2035, 2.7345, 0.683
Si, 0, 5.469, 0.683
Si, 5.469, 5.469, 0.683
Si, 2.7345, 8.2035, 0.683
Si, 8.2035, 8.2035, 0.683
Si, 1.3673, 1.3673, 2.0503
Si, 6.8362, 1.3673, 2.0503
Si, 4.1018, 4.1018, 2.0503
Si, 9.5708, 4.1018, 2.0503
Si, 1.3673, 6.8362, 2.0503
Si, 6.8362, 6.8362, 2.0503
Si, 4.1018, 9.5708, 2.0503
Si, 9.5708, 9.5708, 2.0503
Si, 2.7345, 0, 36.1676
Si, 8.2035, 0, 36.1676
Si, 0, 2.7345, 36.1676
Si, 5.469, 2.7345, 36.1676
Si, 2.7345, 5.469, 36.1676
Si, 8.2035, 5.469, 36.1676
Si, 0, 8.2035, 36.1676
Si, 5.469, 8.2035, 36.1676
Si, 4.1018, 1.3673, 37.5348
Si, 9.5708, 1.3673, 37.5348
Si, 1.3673, 4.1018, 37.5348
Si, 6.8362, 4.1018, 37.5348
Si, 4.1018, 6.8362, 37.5348
Si, 9.5708, 6.8362, 37.5348
Si, 1.3673, 9.5708, 37.5348
Si, 6.8362, 9.5708, 37.5348
Si, 2.9398, -1.8908, 21.5877
Si, 6.8885, -1.3775, 32.073
Si, 2.0739, 7.245, 29.6052
Si, 10.2361, 5.37, 19.2746
Si, 0.1289, 8.1731, 30.6362
Si, 8.3671, 10.7401, 30.6639
Si, 1.8912, 5.796, 24.656
Si, 3.0747, 11.5946, 14.6671
Si, 0.5851, -2.4893, 25.4173
Si, 6.783, -4.0917, 29.4391
Si, 3.5076, -0.405, 27.6026
Si, 5.447, 8.243, 30.7508
Si, 3.0604, 1.9906, 28.0631
Si, 9.665, 6.7909, 31.977
Si, 1.3171, 9.5511, 32.1783
Si, 7.2248, 12.2746, 29.3189
Si, 2.6961, -0.0657, 30.8582
Si, 8.2841, 5.4211, 30.6058
Si, 1.4089, -0.448, 26.3936
Si, 5.6098, 5.416, 28.0057
Si, 5.6788, 2.6603, 30.6239
Si, 10.8142, 2.6723, 20.4299
Si, 0.6698, 3.435, 23.1774
Si, 9.7539, 4.1382, 29.1672
Si, 1.4871, 4.1401, 32.0991
Si, 9.6315, 1.356, 32.011
Si, -2.7358, 1.4913, 25.1388
Si, 6.9238, 4.0871, 32.0341
Si, 4.2176, 6.781, 32.1366
Si, 6.5498, 5.0818, 21.2392
Si, 2.203, 12.4253, 25.2285
Si, 9.6395, 9.3553, 29.1239
Si, -0.0065, 0.0256, 33.4798
Si, 5.5233, -0.0152, 33.4475
Si, 2.8295, 2.7108, 33.4063
Si, 8.239, 2.6932, 33.3972
Si, 0.0505, 5.4674, 33.4343
Si, 5.5776, 5.4369, 33.4693
Si, 2.7469, 8.1511, 33.4409
Si, 8.2569, 8.1496, 33.3849
Si, 1.3999, 1.3864, 34.7967
Si, 6.854, 1.3794, 34.8035
Si, 4.1358, 4.1053, 34.7994
Si, 9.5823, 4.0893, 34.7754
Si, 1.3728, 6.8365, 34.8216
Si, 6.8838, 6.8433, 34.8119
Si, 4.1071, 9.5601, 34.7857
Si, 9.5573, 9.5686, 34.7951
Si, 2.7358, 0.0047, 3.4245
Si, 8.1772, -0.0286, 3.4451
Si, -0.005, 2.735, 3.3911
Si, 5.4132, 2.6909, 3.3985
Si, 2.6867, 5.4402, 3.4231
Si, 8.2167, 5.4907, 3.4143
Si, -0.0302, 8.1956, 3.421
Si, 5.475, 8.2211, 3.3888
Si, 4.0766, 1.344, 4.8684
Si, 9.5624, 1.3909, 4.7324
Si, 1.2845, 4.0822, 4.8323
Si, 6.7811, 4.105, 4.6492
Si, 4.0751, 6.8679, 4.6736
Si, 9.5226, 6.8911, 4.8618
Si, 1.3255, 9.5947, 4.7413
Si, 6.7795, 9.5491, 4.8592
Si, -0.0138, 0.0505, 6.1097
Si, 6.8783, 1.3736, 7.506
Si, 2.6642, 2.7188, 6.2129
Si, 4.8768, 7.612, 8.7706
Si, 3.1966, 5.8944, 8.6856
Si, 4.1045, 4.1806, 7.3377
Si, 1.4241, 6.8189, 7.4033
Si, 5.4178, 10.8854, 6.2907
Si, 4.8072, 2.824, 10.6756
Si, 5.7739, 3.1154, 8.5684
Si, 5.4474, 5.4971, 5.9654
Si, 10.3446, 2.4361, 8.4908
Si, 3.9705, 9.4875, 7.6058
Si, 8.1182, 8.2178, 6.3088
Si, 1.2993, 12.2948, 7.6192
Si, 6.6812, 6.7297, 7.5633
Si, 2.714, -2.727, 6.0328
Si, 8.1006, 2.7275, 6.0004
Si, 3.922, 0.1798, 11.7551
Si, 9.2453, 4.1749, 7.4519
Si, -2.1979, 0.7187, 8.8646
Si, 8.8074, 1.9044, 11.6978
Si, -1.4414, 9.7508, 7.5381
Si, 5.575, 11.3088, 18.6073
Si, 4.6417, -2.7353, 11.7944
Si, 6.9872, 4.5412, 11.3549
Si, -2.1874, 8.1545, 13.1891
Si, 10.537, 3.7251, 10.4325
Si, 7.3995, 4.8905, 8.9276
Si, 14.5092, 10.1766, 18.81
Si, 3.0405, 7.3978, 17.7878
Si, 2.5909, 4.6849, 10.6156
O, 29.6017, 10.7736, 21.2743
O, -11.0865, 10.7716, 17.4716
O, -20.8283, -6.555, 10.2577
O, 38.7214, -10.0101, 17.0971
O, 5.8477, -26.9377, 15.1946
O, 2.6367, -27.4176, 12.1096
O, 4.954, -9.5026, 11.5405
O, 37.2702, -4.2496, 17.43
O, 33.747, -19.0098, 21.6649
O, 12.6302, -28.6056, 15.893
O, 12.068, 5.2226, 25.9975
O, 12.1413, 13.2812, 24.2573
O, 13.9234, 0.0705, 10.4202
O, 31.5809, -20.3638, 20.6697
O, 22.4434, -3.9735, 11.6192
O, 8.8169, 7.4324, 11.7318
O, -4.7961, -2.2932, 21.9548
O, -0.8394, 10.2954, 22.1603
O, 2.3768, -10.6001, 19.0648
O, 22.1178, -5.8555, 17.9722
O, 12.4942, -25.4024, 24.5576
O, 11.1202, -2.3013, 18.9356
O, -7.3064, 29.613, 22.2304
O, -2.2602, 1.3683, 13.2008
Si, 17.3742, 6.4614, 13.7867
Si, 23.218, 1.3299, 29.5234
Si, 27.0535, -3.3891, 22.6806
Si, 13.9199, 16.2946, 30.707
Si, 22.2953, -14.3087, 14.8278
Si, 24.8938, -7.6701, 16.0998
Si, 8.4743, 3.9545, 23.5815
Si, 18.9015, -13.8191, 27.7836
Si, 18.1145, 16.9218, 18.9916
Si, 15.0614, 0.5762, 22.9914
Si, 0.082, 13.7914, 30.7546
Si, -10.8018, 8.3892, 8.5665
Si, 11.5143, -15.7378, 27.2312
Si, 6.8501, 20.9614, 22.4424
Si, 7.5208, -5.408, 25.9221
Si, 5.2736, 5.4775, 16.6782
Si, 20.258, -0.0678, 20.8096
Si, 26.5518, 2.5265, 20.5862
Si, 9.4707, 10.0924, 23.67
Si, 2.3329, 10.5653, 8.9801
Si, 10.7528, 0.2627, 28.0924
Si, -6.7092, 14.7898, 29.1712
Si, 11.9473, -3.2614, 19.9546
Si, 19.4864, 0.0315, 14.0903
Si, 13.239, -8.9825, 18.8292
Si, -0.8834, 6.7111, 10.9481
Si, 20.9743, -12.0528, 18.6125
Si, 11.2098, -0.503, 15.9049
Si, 4.2213, -9.6031, 32.0138
Si, 9.1177, -19.74, 28.0103
Si, 6.2989, -0.294, 26.8255
Si, 29.0209, 8.9798, 17.9942
Si, -0.1043, -16.4117, 6.2144
Si, 16.8588, -11.139, 15.8928
Si, 4.8677, 17.2688, 25.2418
Si, 1.9943, -4.056, 12.3838
Si, 22.8212, -5.4497, 16.5691
Si, 14.5519, 9.1427, 29.5321
O, 3.021, 29.8501, 11.7434
O, 9.9599, 25.8896, 20.1107
O, 6.9236, -28.132, 27.2242
O, 35.5267, -8.7139, 17.2987
O, 12.5911, 0.243, 15.397
O, 12.1092, -1.5034, 9.3502
O, 15.3558, 10.773, 15.2166
O, -19.2697, -8.4823, 26.5112
O, 52.3964, 15.8446, 24.9247
O, -1.0427, 10.8415, 15.0082
O, 15.6842, -11.6158, 26.5003
O, 48.5993, -15.4402, 26.8881
O, -18.103, -12.4667, 20.2354
O, -0.6609, 2.6479, 11.647
O, 18.5926, -14.4018, 14.1801
O, 20.6146, -16.7632, 10.8406
O, 30.4661, 11.6716, 10.5508
O, -3.2335, 24.4371, 24.0015
O, 18.08, 0.1781, 14.9025
O, 6.6978, -11.6916, 18.997
O, -0.1175, 17.1218, 15.5435
O, 25.2061, 2.8562, 19.7259
O, 29.8003, 20.5092, 23.5864
O, -7.9013, -11.5313, 22.5751
O, 2.3917, -3.8458, 19.268
O, 27.1508, -3.6175, 13.0084
O, 27.2538, 4.1664, 11.444
O, 14.5398, 12.0985, 24.4142
O, 14.1323, -34.7207, 17.6767
O, 3.2905, -41.469, 14.8279
O, 10.0025, -18.2922, 23.2289
O, 5.6585, 0.0176, 23.0506
O, 5.6592, 34.3732, 19.7084
O, 11.5409, -2.1006, 15.8239
O, 8.7641, 20.0587, 17.8201
O, 45.5256, 29.0951, 13.96
O, -3.241, -7.8752, 11.464
O, 16.2655, -3.1558, 10.3735
O, -7.7347, -7.7729, 10.628
O, 30.6381, -19.523, 26.402
O, 6.2251, 38.3071, 24.9086
O, -11.775, -3.5045, 9.5017
O, -25.0466, 48.3549, 22.2536
O, 26.7444, -1.1335, 11.9941
O, 21.462, -27.5327, 28.1983
O, 19.3403, 9.7298, 13.0425
O, -12.4612, 22.4269, 24.5372
O, 38.3487, 3.8463, 20.9135
O, -5.8229, 18.6177, 24.3291
O, 34.1952, 4.8956, 23.3943
O, 21.1611, -24.7735, 13.8026
O, 6.4668, 5.1233, 17.7587
O, 18.1254, 20.2469, 27.05
O, 40.9054, -14.9219, 26.5184
O, -5.2801, -15.7589, 22.1223
O, -7.4317, 5.5922, 24.7471
O, -8.9247, -15.1624, 16.7374
O, 8.7988, -5.013, 18.7829
O, -26.5076, -23.5484, 16.5877
O, 2.9583, -10.572, 13.0633
O, -14.7453, -16.51, 12.7774
O, 15.0795, -9.1354, 21.9323
O, 10.3366, -1.9803, 24.4233
O, 6.788, 18.5034, 18.7148
O, 12.3466, -2.3563, 21.2555
O, 28.8131, 11.5254, 25.618
O, 17.1666, 11.5187, 28.2082
O, 12.8051, -4.2424, 28.047
O, 0.7668, 13.2979, 19.11
O, 0.0397, 17.3524, 20.3012
O, 10.8268, 7.5057, 26.5997
O, 26.1909, 4.1815, 16.4476

Results
free energy: -160121.532 eV
free energy less fixed offsets of O -568.88, Si -635.61 eV per atom: 2.208 eV

Forces (eV/angstrom), in the order of the atoms: element, x, y, z
Si, 0.0193, 0.037, 0.0433
Si, -0.0049, 0.0063, -0.0429
Si, -0.0468, 0.0575, -0.0681
Si, -0.0259, 0.0678, 0.0412
Si, 0.0185, 0.0554, -0.049
Si, 0.0288, 0.0342, 0.0588
Si, 0.0029, 0.0349, 0.0348
Si, -0.0238, 0.0032, -0.0651
Si, 0.1369, 0.031, -0.0627
Si, -0.1044, -0.2496, 0.0769
Si, -0.3596, -0.1487, -0.0413
Si, 0.0744, 0.1961, -0.1054
Si, -0.2145, -0.1131, 0.0446
Si, 0.1364, 0.1009, -0.1058
Si, -0.0044, 0.1943, -0.106
Si, -0.2033, -0.0338, 0.0271
Si, 0.0935, -0.0536, -0.0586
Si, -0.0802, -0.0657, 0.0486
Si, 0.1399, 0.0963, -0.0791
Si, 0.0832, -0.0162, 0.0826
Si, 0.0906, -0.1337, 0.0092
Si, 0.2558, -0.1279, 0.0314
Si, -0.0498, 0.0952, 0.0104
Si, 0.1301, -0.0051, -0.0839
Si, 0.0542, -0.0254, 0.0068
Si, 0.0678, -0.0703, -0.0184
Si, -0.0069, -0.0436, 0.0151
Si, -0.0221, -0.0629, -0.0007
Si, 0.0083, -0.0525, -0.0114
Si, 0.049, -0.0605, 0.0087
Si, -0.0456, -0.0254, -0.0134
Si, -0.0425, 0.0207, 0.0175
Si, -0.0091, 0.0034, 0.0007
Si, -0.0185, 0.0075, 0.0056
Si, 0.0529, 0.0048, 0.0024
Si, -0.0182, 0.0103, 0.0074
Si, -0.0131, -0.0064, 0.0335
Si, -0.0112, 0.0091, 0.0093
Si, -0.0229, -0.0266, -0.0013
Si, 0.0065, -0.0037, 0.0137
Si, -0.0467, -0.0266, -0.0224
Si, -0.0541, 0.007, 0.0045
Si, 0.0567, 0.0418, 0.065
Si, 0.0314, -0.0001, -0.0019
Si, 0.0301, -0.03, 0.0282
Si, -0.0108, 0.0069, 0.0287
Si, -0.0083, -0.0073, -0.0108
Si, 0.026, 0.0502, -0.0358
Si, 0.018, -0.0128, -0.036
Si, 0.0006, 0.0054, -0.0146
Si, -0.0181, 0.0014, 0.0109
Si, 0.0508, 0.0291, 0.0389
Si, 0.004, -0.0031, -0.0172
Si, -0.0193, 0.0005, -0.0186
Si, -0.0048, -0.0053, -0.0196
Si, -0.0337, -0.035, 0.0198
Si, 0.0097, 0.0118, 0.009
Si, -0.0122, -0.0241, 0.0238
Si, -0.0079, -0.0226, 0.0045
Si, -0.0006, 0.0128, 0.013
Si, -0.0256, -0.0137, -0.0133
Si, -0.0262, -0.006, -0.0188
Si, 0.0306, 0.015, -0.0235
Si, 0.0176, 0.0261, 0.0095
Si, -0.0062, 0.0076, 0.0222
Si, -0.0026, -0.0028, -0.0181
Si, -0.0121, -0.016, 0.0166
Si, 0.0026, 0.0017, 0.0292
Si, 0.0002, -0.0011, -0.0099
Si, -0.0188, -0.0172, 0.0122
Si, 0.0169, -0.0044, -0.0017
Si, 0.0196, -0.0025, 0.0094
Si, 0.0107, 0.0125, 0.0072
Si, 0.003, -0.0043, 0.0119
Si, 0.0056, 0.0052, 0.0045
Si, -0.0018, 0.0055, 0.0129
Si, -0.001, -0.0089, 0.0121
Si, -0.0024, 0.0213, 0.0072
Si, -0.0048, 0.0046, 0.0133
Si, 0.0059, -0.0178, 0.0032
Si, 0.0058, 0.0197, -0.0093
Si, -0.016, -0.0054, -0.0102
Si, -0.0017, 0.0085, -0.0105
Si, -0.0007, 0.0101, -0.0016
Si, -0.0056, -0.0073, -0.0076
Si, 0.0025, 0.0211, -0.005
Si, 0.0008, -0.0037, -0.0036
Si, 0.0068, 0.01, -0.007
Si, -0.0053, 0.0079, -0.026
Si, 0.0146, -0.0148, 0.0107
Si, 0.0095, -0.0026, -0.015
Si, 0.0318, -0.0895, 0.0229
Si, 0.0035, 0.0016, 0.0083
Si, -0.0131, -0.0005, -0.0224
Si, 0.0012, -0.0141, 0.0096
Si, 0.004, 0.0005, -0.009
Si, -0.0157, -0.0135, -0.0076
Si, -0.0046, -0.0093, 0.0505
Si, 0.0043, -0.0165, -0.011
Si, -0.0314, -0.0121, -0.0329
Si, 0.066, 0.0155, -0.0228
Si, -0.0041, 0.0331, -0.0093
Si, -0.044, 0.0071, 0.0259
Si, 0.0079, -0.0112, -0.0161
Si, 0.0509, 0.0359, 0.0581
Si, 0.0491, -0.0013, 0.0008
Si, 0.0108, -0.0247, -0.0058
Si, -0.0767, 0.0546, 0.1938
Si, 0.0157, -0.0349, -0.0147
Si, -0.0145, 0.0118, -0.0187
Si, 0.0603, -0.0056, -0.0374
Si, 0.003, -0.0184, 0.0371
Si, 0.0127, 0.0522, 0.0008
Si, -0.0519, 0.2116, -0.0708
Si, -0.0069, 0.0067, 0.0219
Si, -0.0867, -0.1149, -0.1719
Si, -0.0218, -0.0196, -0.0132
Si, 0.0444, 0.0437, -0.1139
Si, 0.0216, 0.0133, 0.001
Si, -0.0242, -0.0296, 0.0184
Si, 0.0268, -0.0106, 0.0093
Si, 0.0902, -0.0572, 0.0478
Si, 0.0246, 0.0085, 0.0332
Si, -0.0523, -0.136, 0.1127
Si, -0.0956, 0.0595, -0.0492
Si, 0.0317, 0.0353, -0.0078
Si, 0.0047, 0.0047, 0.0049
Si, 0.0914, 0.0003, 0.0252
O, -0.0038, -0.0008, 0.0142
O, 0.0098, 0.0111, -0.0307
O, 0.0381, 0.0312, -0.0252
O, 0.011, 0.0116, -0.0268
O, 0.0038, 0.0152, -0.0215
O, 0.0116, -0.02, 0.03
O, -0.0036, -0.0072, -0.0151
O, -0.002, -0.0069, -0.0079
O, 0.0002, 0.0061, 0.0184
O, 0.0043, 0.0025, 0.0032
O, 0.0033, 0.0169, -0.0056
O, 0.0048, -0.007, 0.019
O, 0.0272, 0.0154, 0.0723
O, 0.0029, 0.0186, 0.0113
O, -0.0006, -0.0033, -0.002
O, 0.0284, 0.0056, 0.0179
O, -0.0105, -0.0076, 0.0134
O, 0.01, 0.0014, 0.0273
O, -0.0028, -0.0036, 0.001
O, -0.0027, 0.0038, -0.0099
O, 0.021, 0.0099, 0.0015
O, 0.0073, -0.0037, 0.0047
O, 0.0052, 0.0078, 0.0009
O, -0.0216, -0.0836, 0.1438
Si, 0.0233, 0.0067, 0.0191
Si, 0.0058, -0.0022, -0.0142
Si, -0.0049, -0.0037, -0.0135
Si, -0.0066, 0.0131, 0.0054
Si, 0.0066, -0.0175, 0.0056
Si, -0.0044, -0.0015, 0.0024
Si, -0.004, 0.0109, 0.0047
Si, -0.0199, -0.0157, -0.0112
Si, 0.017, -0.0075, -0.0138
Si, -0.0019, -0.002, -0.0132
Si, 0.0202, 0.0142, -0.0378
Si, -0.011, 0.0094, -0.0618
Si, -0.0393, 0.0139, -0.0099
Si, -0.0014, 0.0168, -0.0031
Si, 0.0015, -0.0325, -0.0231
Si, 0.0143, 0.0018, 0.0197
Si, -0.0097, 0.0084, -0.0343
Si, 0.0003, -0.004, 0.0034
Si, -0.0073, 0.0064, -0.0049
Si, 0.0155, -0.0224, -0.0959
Si, 0.0285, 0.0155, -0.0086
Si, -0.0552, -0.0426, 0.0047
Si, -0.0178, 0.0095, -0.0023
Si, -0.0285, 0.0247, 0.0231
Si, -0.0017, 0.0017, 0.0122
Si, -0.0479, 0.0108, -0.0325
Si, 0.0086, -0.0247, 0.013
Si, 0.0047, 0.0118, 0.0276
Si, -0.01, -0.0015, 0.0357
Si, 0.0029, -0.0374, 0.0547
Si, -0.0225, 0.0527, -0.0004
Si, 0.0035, -0.0049, 0.0239
Si, 0.0178, 0.0148, -0.0325
Si, -0.0178, -0.0149, 0.0292
Si, 0.0248, -0.0054, -0.0059
Si, -0.0073, 0, 0.0123
Si, 0.0044, 0.0076, 0.0185
Si, -0.0388, 0.02, 0.0013
O, 0.0066, 0.0139, 0.0078
O, 0.0129, -0.0119, 0.0044
O, 0.0192, 0.0116, -0.0152
O, 0.0033, 0.0159, -0.0167
O, -0.0134, -0.0081, -0.004
O, -0.0189, 0.0047, 0.1
O, -0.0034, 0.0067, -0.0129
O, -0.0314, 0.044, -0.0556
O, -0.0097, 0.0086, -0.0009
O, 0.0027, -0.0112, 0.0013
O, -0.0258, -0.0067, 0.0088
O, -0.0157, 0.0245, -0.0515
O, -0.0074, -0.0096, 0.0233
O, 0.1122, 0.0149, 0.0363
O, -0.0165, -0.0036, -0.0445
O, -0.0461, -0.0429, -0.057
O, 0.0098, -0.0164, -0.0437
O, 0.0019, 0.0176, 0.0014
O, 0.0343, -0.0014, -0.0243
O, 0.0038, -0.007, -0.0076
O, 0.0007, 0.0151, -0.0247
O, -0.0019, -0.0024, -0.0018
O, -0.0045, -0.0023, 0.0127
O, 0.0127, 0.0107, 0.0038
O, -0.0035, 0.0035, -0.0004
O, 0.026, -0.0145, 0.0118
O, -0.0681, -0.0196, -0.0198
O, -0.0243, 0.01, 0.0231
O, -0.0156, -0.0123, -0.0181
O, -0.0029, -0.0021, -0.0002
O, -0.0028, 0.0042, 0.0027
O, -0.0092, -0.0021, -0.0022
O, -0.0088, 0.0329, 0.0145
O, -0.0042, 0.0124, -0.0051
O, 0.0034, 0.0088, -0.0006
O, -0.0151, 0.0073, 0.0141
O, -0.057, 0.0818, -0.0555
O, 0.0185, 0.0162, 0.0412
O, -0.0518, -0.0236, 0.0104
O, 0.0022, 0.0065, -0.0051
O, -0.0379, 0.0218, 0.0161
O, 0.0158, -0.0251, 0.0258
O, 0.0136, -0.0133, 0.028
O, -0.0087, 0.0116, -0.0008
O, 0.0375, 0.0391, -0.0406
O, 0.017, -0.0521, 0.0219
O, -0.0116, 0.0112, 0.0032
O, 0.0167, 0.0334, 0.0117
O, -0.0024, -0.0155, 0.0129
O, -0.0026, 0.0028, 0.0032
O, -0.0751, 0.0158, -0.0309
O, -0.0207, -0.0058, -0.0119
O, 0.0173, -0.0304, 0.0263
O, -0.0043, -0.0184, -0.009
O, -0.0049, -0.0043, 0.0083
O, 0.0057, 0.0133, 0.0063
O, -0.0049, -0.0116, -0.0019
O, 0.0033, -0.0083, 0.0111
O, -0.014, 0.0194, -0.0185
O, 0.0053, -0.0051, -0.0039
O, -0.0334, 0.0648, 0.04
O, -0.0003, 0.0048, 0.0098
O, 0.0047, -0.0075, 0.0066
O, -0.0077, 0.0126, 0.0077
O, 0.0081, -0.0084, -0.0012
O, 0.0039, -0.0048, 0.0288
O, 0.0112, -0.0262, -0.0113
O, -0.009, -0.0174, -0.0121
O, 0.0019, 0.0064, 0.0076
O, 0.0083, 0.0002, 0.0112
O, 0.004, -0.0065, 0.0171
O, 0.0004, 0.01, 0.007

The program warned: the cutoff lies below the one the program advises for these potential files; the forces do not sum to zero within the program's tolerance; the exchange-correlation potential is rough where the density is thin.
